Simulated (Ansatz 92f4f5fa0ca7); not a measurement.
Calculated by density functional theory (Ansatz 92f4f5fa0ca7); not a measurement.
Periodic cell of 223 atoms, Si132O90As1, from a study of silicon, its oxide and their interface. The atomic structure is a simulated model.
Doubt: the cutoff is far below the 930 eV that the study's wrapper takes by default for these files, so forces and energies are approximate.
This geometry differs little from another in the collection (a relaxation step or a small displacement).

Settings: functional PBE; potential files Ansatz PAW; basis plane waves; wave-function cutoff 580 eV; density cutoff ratio 5; exchange-correlation grid ratio 1; k mesh 1 x 1 x 1, Gamma-centred; self-consistency stop 5e-08 eV per atom in the density residual; occupations fixed; spin none; net charge +1 e, with a uniform compensating background and no finite-size correction.

Cell vectors (angstrom)
a  10.938  0  0
b  0  10.938  0
c  0  0  32.1988

Atoms and the computed forces on them: element, x, y, z (angstrom), force x, y, z (eV/angstrom)
Si  10.5854  0.2161  24.843  -0.0435  0.0481  0.0664
Si  5.7297  10.6783  24.7272  0.0141  0.0058  0.0268
Si  2.4799  2.9186  24.6204  -0.0075  -0.0018  0.0265
Si  8.4156  2.4649  24.8023  0.0231  -0.0223  0.0737
Si  0.275  5.1726  24.7397  -0.006  -0.0134  0.0322
Si  5.1502  5.7519  24.6699  0.0053  -0.0101  0.008
Si  2.9313  8.0088  24.5781  -0.0112  0.0091  -0.0189
Si  7.9326  8.4338  24.7148  0.0079  0.0112  0.0347
Si  1.3338  1.3666  26.0142  -0.0012  0.0012  -0.0015
Si  6.8355  1.3215  26.1089  0.0035  0.0025  0.0006
Si  4.0418  4.1074  25.9709  0.0029  -0.0087  -0.0043
Si  9.5881  4.067  26.0655  0.0011  -0.0039  -0.0058
Si  1.3989  6.8287  25.9859  -0.0111  0.003  0.0018
Si  6.7606  6.8546  26.0106  0.0105  -0.0068  -0.0041
Si  4.0989  9.5314  25.9835  -0.0047  0.0095  0.0006
Si  9.4739  9.5609  26.1348  -0.0012  0.0006  0.0007
Si  2.7317  -0.0091  27.3357  0.0024  0.0085  0.003
Si  8.1197  -0.0578  27.5173  -0.0104  -0.011  -0.0019
Si  0.0411  2.7518  27.4378  0.0067  0.0088  0.0085
Si  5.4283  2.7461  27.3581  -0.0032  -0.0059  0.0013
Si  2.7249  5.4642  27.4124  0.0027  -0.0055  0.0258
Si  8.1792  5.4795  27.3445  0.0037  0.0047  0.0017
Si  -0.0075  8.1728  27.3671  -0.0078  -0.0003  0.0008
Si  5.4402  8.2033  27.4338  0.0016  -0.0016  0.0232
Si  4.0763  1.3643  28.7393  0.0004  -0.0003  -0.0001
As  9.5759  1.3527  28.85  0.0027  0.0041  0.0066
Si  1.3726  4.1139  28.8263  -0.0058  -0.0018  -0.011
Si  6.8175  4.1103  28.7233  -0.0079  0.0086  0.0001
Si  4.0967  6.8174  28.7964  0.001  -0.0002  -0.0025
Si  9.551  6.8226  28.745  -0.0023  -0.0032  0.0015
Si  1.3711  9.5579  28.719  0.0108  -0.0092  -0.0015
Si  6.7746  9.5346  28.8805  0.0002  0.0085  -0.0072
Si  0.0586  -0.0662  30.2092  -0.0009  0.0012  0.0034
Si  5.4135  0.0113  30.167  0.0038  -0.0006  -0.0032
Si  2.742  2.7239  30.1553  -0.0013  -0.0006  -0.0018
Si  8.1479  2.7862  30.1884  -0.0008  -0.0011  0.0028
Si  -0.0263  5.4744  30.1433  -0.0006  -0.0033  0.0002
Si  5.4782  5.4576  30.1566  -0.001  0.0004  -0.0032
Si  2.722  8.2063  30.1316  -0.0014  -0.002  -0.0005
Si  8.2023  8.1667  30.1678  0.0021  0.001  -0.0033
Si  1.384  1.3707  31.5507  0.0015  0.0019  -0.0028
Si  6.8136  1.359  31.5163  -0.0028  -0.0001  -0.0008
Si  4.1113  4.0916  31.5238  0.0017  -0.0039  -0.0014
Si  9.5768  4.1067  31.5365  0.002  0.004  -0.0027
Si  1.3538  6.8439  31.4895  -0.0027  0.0031  -0.0013
Si  6.841  6.8125  31.5487  0.002  -0.0035  -0.0025
Si  4.0727  9.5635  31.532  -0.0018  0.0018  -0.0038
Si  9.5597  9.5421  31.5386  -0.0005  -0.0019  0.0004
Si  2.7367  -0.014  0.7292  0.001  0.0013  -0.0006
Si  8.1955  0.0057  0.6788  0.0033  0.0047  0.0007
Si  -0.005  2.7304  0.7113  -0.0057  -0.0035  -0.0006
Si  5.4811  2.7362  0.7056  0.001  -0.003  -0.0017
Si  2.7321  5.4917  0.6558  -0.0051  -0.0006  -0.0019
Si  8.2078  5.45  0.7269  0.004  -0.0029  0.0004
Si  0.0181  8.1853  0.6984  -0.0014  -0.003  -0.0017
Si  5.465  8.2058  0.6968  0.0009  0.0038  -0.0006
Si  4.1315  1.3598  2.0766  -0.0017  0.0052  -0.0018
Si  9.5574  1.3503  2.0667  -0.0014  -0.003  0.0011
Si  1.3795  4.1361  2.0323  0.0063  0.0007  -0.0009
Si  6.8492  4.0775  2.0933  -0.0032  -0.0003  -0.0009
Si  4.099  6.8294  2.058  -0.0026  -0.0035  0.0017
Si  9.5876  6.8307  2.0728  0.0016  0.0036  -0.0022
Si  1.3765  9.5396  2.0804  -0.0054  0.0006  -0.0015
Si  6.8273  9.5945  2.0559  0.0062  0.0001  -0.0018
Si  -0.0133  -0.0377  3.4041  -0.0005  -0.0028  0.0045
Si  5.4937  0.008  3.4876  0.0032  0.0014  0.0061
Si  2.7744  2.7897  3.3699  0.0007  0.0005  0.0025
Si  8.1926  2.6897  3.4737  -0.0059  -0.0032  -0.0015
Si  0.0298  5.4742  3.4483  -0.0012  0.0031  -0.0039
Si  5.4738  5.4661  3.42  0.0007  -0.0047  0.0058
Si  2.7689  8.2001  3.4653  0.0017  0.0001  0.0008
Si  8.2057  8.2265  3.3877  0.0001  0.0028  -0.0015
Si  1.3916  1.3921  4.6349  -0.0003  0.0026  -0.0074
Si  6.8444  1.3456  4.9287  0.0007  -0.0019  -0.0055
Si  4.1536  4.0843  4.8177  -0.0013  0.0014  -0.0109
Si  9.5797  4.0827  4.7738  0.0001  -0.0034  0.0011
Si  1.415  6.8284  4.8375  0.0023  -0.0018  -0.0037
Si  6.8232  6.8884  4.7376  -0.0034  -0.0003  -0.0083
Si  4.1353  9.5742  4.859  0  0.0009  -0.0003
Si  9.5515  9.5476  4.805  0.0013  0.0025  -0.0132
Si  2.7473  0.1158  6.0632  -0.0015  -0.0071  -0.0048
Si  8.2058  -0.065  6.2805  -0.0035  0.0093  -0.0029
Si  0.0291  2.6691  6.0492  0.0004  0.0028  0.0021
Si  5.4737  2.7264  6.3052  0.0056  -0.0047  -0.0045
Si  2.8162  5.4752  6.1948  -0.0045  0.0002  -0.003
Si  8.1745  5.4819  6.0462  0.0055  -0.0046  0.0017
Si  0.011  8.1862  6.1645  0.0017  -0.0035  -0.0015
Si  5.5292  8.221  6.2426  -0.0056  0.0046  -0.0025
Si  3.8362  1.5712  7.6158  -0.018  0.0092  -0.0089
Si  9.8393  1.1391  7.4636  0.0154  -0.0069  -0.0182
Si  1.6256  3.7987  7.3214  0.0068  -0.0172  -0.0203
Si  6.6556  4.4156  7.4885  -0.0037  0.0062  -0.0096
Si  4.4077  6.6314  7.5576  0.0074  0.0003  -0.004
Si  9.3659  6.9491  7.4165  -0.0037  -0.0029  -0.006
Si  1.1446  9.9183  7.2972  -0.0027  0.0149  -0.0119
Si  7.156  9.2302  7.6825  0.0018  -0.0113  -0.0019
O  8.3085  8.0891  7.9114  -0.0043  0.0045  -0.0039
O  2.7129  2.7334  7.9544  0.0056  0.0025  0.007
O  9.5176  1.3487  24.2762  0.0049  -0.0032  -0.0483
O  4.0442  6.8632  24.1081  0.0003  0.0068  0.0226
O  0.0332  0.0256  7.9563  -0.0062  -0.0031  0.0071
O  5.5303  5.5091  8.0336  -0.0001  0  -0.0013
O  6.8477  9.5744  24.1952  -0.0117  -0.0084  -0.0102
O  1.3642  4.0598  24.163  0.0127  0.002  -0.0076
O  3.8646  7.385  8.9387  -0.0099  0.0076  0.0107
O  0.796  4.3744  8.5984  -0.0121  0.0152  0.0205
O  9.8123  6.1781  8.8067  0.0078  -0.0076  0.0121
O  2.1288  9.3799  8.4871  0.0152  -0.0189  0.0241
O  7.5204  3.9276  8.8001  0.0099  -0.0151  0.0158
O  4.2675  0.921  9.0742  0.0154  -0.0043  0.023
O  6.7277  9.5604  9.2286  -0.0035  0.0016  0.0264
O  9.2099  1.8575  8.8004  -0.0177  0.0125  0.0193
O  7.6932  3.1369  23.5055  -0.0344  0.0302  -0.0487
O  10.4765  5.8404  23.4481  -0.0181  0.016  -0.0313
O  5.0962  0.4556  23.4045  -0.0174  0.0172  -0.0292
O  5.8746  5.0937  23.3564  0.0041  -0.0064  -0.0197
O  3.0922  2.1927  23.2703  0.0163  -0.012  -0.0266
O  2.2924  8.7337  23.2265  0.0033  -0.0013  -0.0078
O  8.6287  7.7654  23.3887  0.0118  -0.0104  -0.0241
O  0.2144  10.3232  23.5763  0.0343  -0.0475  -0.0423
Si  4.3821  1.5699  22.4485  0.0036  0.0097  0.0427
Si  3.4897  7.9313  14.0272  -0.0015  -0.0004  -0.0026
Si  7.1172  0.9569  14.6634  0.0034  0.0033  -0.0019
Si  0.9415  9.355  22.4993  -0.0016  -0.0235  0.036
Si  1.1848  4.3095  11.8858  -0.0058  0.0091  0.0012
Si  6.267  8.9637  15.3125  -0.0024  -0.0008  0.001
Si  0.6784  1.3705  12.2931  0.0018  0  0.0098
Si  8.6278  4.948  20.4905  -0.007  0.0124  0.0187
Si  0.3279  5.7165  9.3676  -0.0041  -0.0001  -0.0188
Si  5.1033  3.1244  17.9386  -0.0032  -0.005  -0.0082
Si  0.8874  3.7466  16.7399  -0.0043  0.0001  -0.0018
Si  10.4057  2.8492  19.2177  -0.0016  0.0016  0.002
Si  5.2823  1.1852  10.3566  -0.002  -0.0056  -0.0144
Si  0.883  0.18  19.8301  0.0153  -0.0102  0.0078
Si  6.6458  9.4614  10.8735  -0.0064  0.0087  -0.0163
Si  9.3369  9.6752  18.3166  0.0056  0.0053  -0.0059
Si  9.3915  9.2475  12.5692  -0.0047  0.0026  0.0035
Si  6.5652  3.8461  22.5632  -0.0018  -0.0096  0.0329
Si  2.4413  8.0676  9.3818  0.0028  0.0003  -0.0224
Si  10.5904  7.3681  17.0707  -0.0021  0.0004  -0.0076
Si  2.5106  6.2923  16.5728  0.0018  0.0009  -0.0102
Si  10.1767  4.493  14.1884  0.0026  -0.0036  0
Si  6.14  9.1813  18.507  -0.0045  0.0057  -0.0127
Si  7.9687  2.572  9.5866  0.0047  0.0056  -0.0209
Si  8.8809  2.1444  12.4557  -0.004  0.0058  -0.002
Si  5.3358  6.2448  18.0604  0.0042  -0.002  -0.0134
Si  3.925  0.5529  19.4521  -0.008  0.0051  0.0135
Si  4.2805  3.8432  12.0523  0.0033  -0.0054  0.007
Si  5.5427  6.6028  12.1383  0.0014  0.0051  0.0083
Si  8.0123  2.5042  17.213  0.0027  0.0002  -0.0054
Si  4.3601  2.4801  14.965  0.0014  0.007  -0.0047
Si  1.5397  1.2137  15.2541  -0.0024  0.003  -0.0045
Si  1.5685  9.4174  12.0448  0.0103  -0.0075  -0.0002
Si  8.0514  6.8531  13.8638  -0.0009  -0.0009  0.0018
Si  10.3819  9.838  15.4825  -0.0017  0.0014  -0.0053
Si  9.8048  7.0109  22.5348  0.0041  -0.0002  0.0287
Si  8.106  5.4863  17.3939  0.0012  -0.0036  0.0038
O  6.0459  7.9618  11.2888  -0.0029  -0.0124  -0.0015
O  6.0185  9.2056  16.8917  0.0006  -0.0001  -0.0007
O  7.6789  1.3642  13.1929  -0.0045  -0.0035  0.0019
O  0.896  1.7495  13.8623  0.0035  -0.0014  0.0049
O  9.425  6.2593  16.8745  0.0033  0.0027  0.0032
O  6.7594  6.2047  13.1359  0.0072  -0.0001  -0.0016
O  5.1325  4.6606  18.6091  -0.0002  0.0037  0.0076
O  9.2296  2.1617  18.2712  -0.0065  -0.0012  0.0015
O  2.3669  0.0949  19.0738  0.0025  -0.0002  -0.0003
O  9.4101  10.2331  16.7608  0.0004  -0.0005  0.0003
O  2.7916  4.436  11.7104  0.0007  -0.0014  -0.0082
O  5.0661  10.3201  19.1018  0.008  -0.0083  0.0043
O  9.4266  3.2419  13.4951  0.0025  0.0053  -0.0021
O  0.4582  1.7672  19.9545  -0.0044  0.0023  0.0046
O  3.1534  1.3634  15.0612  0.0003  -0.0011  0.0005
O  8.1654  5.378  19.0116  -0.0046  0.0033  -0.0166
O  3.8906  6.5995  17.3885  -0.0023  0.0002  0.0064
O  4.5752  3.2813  16.386  -0.0001  0.0001  0.0007
O  9.0637  5.6693  14.3094  -0.0001  0.0007  -0.0031
O  5.4296  2.7727  22.132  -0.0031  0  -0.0026
O  10.6726  4.1502  15.6855  0.0016  0.0006  0.004
O  0.3464  3.8711  18.2781  0.0054  0.0035  -0.0006
O  10.4236  10.5143  19.2147  -0.0118  -0.0046  0.0004
O  9.6436  10.0285  14.0243  0.0022  0.0015  0.0049
O  10.9159  8.1083  22.088  0.0106  0.0055  -0.0079
O  1.1911  2.1619  16.5277  0.0011  -0.0006  0.0024
O  9.7374  3.752  20.4136  0.0071  -0.0097  -0.0024
O  8.1315  4.032  16.6735  -0.0012  -0.0003  0.0004
O  -0.0418  9.1046  11.9021  -0.0049  0.0015  -0.0073
O  6.5868  2.4185  18.0076  0.0021  0.001  0.006
O  5.5842  10.7209  11.1982  0.0005  -0.0057  -0.0016
O  7.7495  9.5903  18.8408  0.0006  -0.0007  0.0087
O  10.0292  1.0268  12.0566  0.0023  0.0001  -0.0075
O  1.3173  6.9553  9.0456  -0.0001  0.0001  -0.0001
O  0.6257  4.7672  13.3518  -0.0044  0.0004  0.0022
O  5.7069  7.6215  18.9784  -0.0003  -0.0013  0.0102
O  5.2389  5.0874  11.5157  0.0004  0.0038  -0.008
O  2.713  6.988  15.113  -0.0009  -0.0015  0.0041
O  0.9107  2.7483  11.4618  -0.0004  -0.0038  -0.0061
O  0.8609  10.6867  15.5451  0.0004  -0.0005  0.0024
O  2.3991  8.5867  10.9092  -0.007  0.0112  0.0186
O  4.6992  2.4346  11.27  -0.0061  0.0149  0.0024
O  4.2559  3.512  13.6793  -0.0002  -0.006  0.007
O  2.2039  4.6826  16.4797  0.0009  0.0006  0.0033
O  10.7047  8.251  15.6931  0.0007  0.0001  0.0001
O  6.9294  10.2898  14.6635  -0.0009  -0.0016  -0.0021
O  2.3435  8.9569  13.4219  0.0043  -0.0022  0.0018
O  8.0331  1.5196  15.9066  -0.0006  -0.0005  0.0015
O  4.1251  6.9967  12.8505  -0.0047  0.0039  -0.0018
O  4.1804  2.0121  18.7289  0.0055  0.0076  0.0001
O  7.2931  4.4143  21.2494  0.0196  0.0138  -0.0232
O  8.4086  2.9278  11.106  0.0086  -0.0024  0.0185
O  1.1777  6.861  17.3548  0.0004  -0.0001  0.0069
O  5.6533  1.5743  14.7593  0  -0.0015  -0.0005
O  8.1315  9.7604  11.5857  0.0147  -0.0024  0.0009
O  9.1951  6.2843  21.2313  -0.0145  -0.0229  -0.0212
O  8.957  7.7171  12.8493  -0.0012  -0.0036  -0.004
O  1.6525  0.1225  11.8728  -0.0031  0.0028  -0.0074
O  6.6401  6.1481  17.0557  -0.0013  0.0006  0.0022
O  7.3997  7.8021  15.0384  -0.001  0.0034  0.0008
O  1.2112  10.3006  21.219  0.0009  0.0319  -0.0407
O  10.0338  8.1995  18.3527  0.0009  -0.0027  0.0046
O  3.9488  0.838  21.0764  -0.0081  -0.0163  -0.0353
O  0.3483  5.342  10.9318  0.0054  -0.0111  0.0168
O  6.6929  1.5767  9.6302  -0.007  -0.0023  -0.0016
O  4.7793  8.705  14.6769  0.0037  0.0014  0.0001

Results
free energy: -139961.478 eV
free energy less fixed offsets of As -4856.12, O -568.88, Si -635.61 eV per atom: -5.638 eV

The program warned: the cutoff lies below the one the program advises for these potential files; the exchange-correlation potential is rough where the density is thin.
